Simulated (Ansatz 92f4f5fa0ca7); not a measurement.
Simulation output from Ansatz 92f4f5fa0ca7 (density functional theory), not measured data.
Periodic cell of 225 atoms, Si132O91P2, from a study of silicon, its oxide and their interface. The atomic structure is a simulated model.
Doubt: the cutoff is far below the 930 eV that the study's wrapper takes by default for these files, so forces and energies are approximate.
This geometry differs little from another in the collection (a relaxation step or a small displacement).

Settings: functional PBE; potential files Ansatz PAW; basis plane waves; wave-function cutoff 580 eV; density cutoff ratio 5; exchange-correlation grid ratio 1; k mesh 1 x 1 x 1, Gamma-centred; self-consistency stop 5e-08 eV per atom in the density residual; occupations fixed; spin none; net charge 0.

Cell vectors (angstrom)
a 10.938 0 0
b 0 10.938 0
c 0 0 31.9494

Atoms: element, x, y, z (angstrom)
Si 10.6289 0.0233 24.438
Si 5.0866 0.1543 24.675
Si 2.8213 2.3063 24.5318
Si 8.5787 2.4587 24.5738
Si 10.7182 5.6054 24.3482
Si 5.1635 5.6359 24.4517
Si 2.9931 7.9728 24.4054
Si 8.4337 7.8496 24.4286
Si 1.302 1.1447 25.8513
Si 6.8247 1.3506 25.7526
Si 3.9915 4.0257 25.7293
Si 9.6985 4.0404 25.8609
Si 1.3502 6.8102 25.6773
Si 6.8131 6.7379 25.7531
Si 4.0116 9.4833 25.9523
Si 9.491 9.4574 25.8193
Si 2.6475 -0.1232 27.2923
Si 8.1419 -0.0546 27.1572
Si 0.0868 2.6687 27.2146
Si 5.4577 2.7387 27.1191
Si 2.676 5.4248 27.1128
Si 8.1975 5.3817 27.1391
Si 0.0195 8.1621 27.141
Si 5.5196 8.1552 27.1776
Si 4.0947 1.3356 28.5028
Si 9.5523 1.3338 28.5081
Si 1.3963 4.074 28.5676
Si 6.8201 4.0683 28.5321
Si 4.0966 6.7867 28.4867
Si 9.5643 6.7893 28.4909
Si 1.3098 9.4867 28.6277
Si 6.8297 9.5391 28.5673
Si -0.0254 -0.0051 29.9175
Si 5.4666 -0.0049 29.8988
Si 2.7682 2.7125 29.9058
Si 8.2047 2.7161 29.89
Si 0.0022 5.4539 29.8933
Si 5.4669 5.4552 29.8908
Si 2.7608 8.1549 29.9082
Si 8.2285 8.1789 29.892
Si 1.3673 1.3673 31.2657
Si 6.8362 1.3673 31.2657
Si 4.1018 4.1018 31.2657
Si 9.5708 4.1018 31.2657
Si 1.3673 6.8362 31.2657
Si 6.8362 6.8362 31.2657
Si 4.1018 9.5708 31.2657
Si 9.5708 9.5708 31.2657
Si 2.7345 0 0.6835
Si 8.2035 0 0.6835
Si 0 2.7345 0.6835
Si 5.469 2.7345 0.6835
Si 2.7345 5.469 0.6835
Si 8.2035 5.469 0.6835
Si 0 8.2035 0.6835
Si 5.469 8.2035 0.6835
Si 4.114 1.3566 2.0593
Si 9.6101 1.3352 2.0433
Si 1.374 4.1164 2.0573
Si 6.8465 4.11 2.0324
Si 4.1036 6.832 2.0397
Si 9.6049 6.8205 2.0582
Si 1.3655 9.5937 2.0454
Si 6.8484 9.5912 2.0479
Si 0.0481 0.0186 3.4752
Si 5.5011 0.0108 3.4471
Si 2.737 2.7368 3.3983
Si 8.2744 2.762 3.3401
Si 0.0613 5.4961 3.4768
Si 5.5026 5.4946 3.401
Si 2.7428 8.2318 3.3768
Si 8.292 8.2692 3.3701
Si 1.4083 1.4193 4.852
Si 6.946 1.4315 4.7137
Si 4.1014 4.1105 4.7269
Si 9.6423 4.0509 4.7737
Si 1.4034 6.9667 4.8432
Si 6.9067 6.9405 4.6716
Si 4.0984 9.5439 4.776
Si 9.6607 9.5541 4.8517
Si 2.7748 -0.0027 6.1611
Si 8.3131 0.0786 6.0909
Si 0.0633 2.7847 6.2932
Si 5.5483 2.776 6.0414
Si 2.8629 5.6033 6.0827
Si 8.3133 5.5702 5.9434
Si 0.0916 8.2942 6.4054
Si 5.5281 8.2029 6.1105
Si 4.4565 1.1319 7.3264
Si 9.8204 1.1498 7.6105
Si 1.2566 4.5138 7.465
Si 6.6865 4.4868 7.1633
P 4.3784 6.7312 7.4733
Si 9.7707 6.5899 7.5141
Si 1.3082 9.9492 7.7883
Si 6.7205 9.8793 7.3764
O 9.5907 1.26 23.9888
O 4.1072 6.8199 23.94
O 4.0172 1.2585 24.0298
O 9.5498 6.7192 23.9043
O 0.029 5.5215 7.9997
O 5.5965 0.0602 7.8861
O 0.0684 0.0889 8.1723
O 5.5179 5.5385 7.7569
O 7.5536 3.9892 8.4757
O 8.7627 7.0009 8.7818
O 2.2333 9.5223 9.134
O 8.8917 1.6952 8.8996
O 7.625 9.4024 8.6752
O 3.6651 1.7893 8.6
O 2.1242 3.993 8.7759
O 8.1592 3.516 23.3682
O 0.4626 4.9543 22.9654
O 1.8809 2.74 23.2505
O 5.8455 4.9358 23.1201
O 5.5635 10.0322 23.5165
O 2.4443 8.7095 23.0215
O 0.1853 10.0847 23.1074
O 7.8225 8.6102 23.0871
Si 8.637 7.7344 18.4359
Si 8.6976 6.3433 13.6648
Si 3.7124 1.5342 14.7521
Si 2.0877 5.7838 17.6655
Si 2.4186 3.1785 19.509
Si 9.6731 9.0147 12.1445
Si 1.3204 9.4453 22.0929
Si 9.0658 0.961 13.2005
Si 1.464 5.1453 12.9424
Si 1.711 8.4173 12.9446
Si 6.687 9.5901 22.4435
Si 4.4498 4.5933 15.7367
Si 8.1946 3.0162 9.5905
Si 0.8143 8.282 19.2837
Si 6.9678 1.3798 21.0967
Si 8.2056 8.2592 9.6805
Si 10.8988 5.2801 15.5949
Si 7.4816 9.5059 16.3143
Si 9.9291 2.1169 20.2687
P 2.94 8.3847 10.1883
Si 6.6692 3.3992 17.4245
Si 1.1595 0.2468 19.8192
Si 3.2012 2.8008 12.2811
Si 7.2178 5.4271 19.7004
Si 5.6535 8.5723 11.5137
Si 5.7296 6.0029 13.2319
Si 4.5762 9.7324 17.6961
Si 1.0249 3.6207 22.1818
Si 4.9031 1.5241 18.8253
Si 3.2255 3.0523 9.5078
Si 6.3367 10.7757 13.7545
Si 10.2339 0.1449 16.004
Si 5.6574 3.5982 11.1768
Si 9.805 3.8996 11.9329
Si 2.2331 9.9645 15.698
Si 6.0703 8.1518 19.8336
Si 6.9545 3.9999 22.385
Si 9.7387 2.8468 17.3394
O 7.1185 6.2878 14.0522
O 1.8611 7.0897 18.7223
O 10.3506 4.0164 16.4209
O 6.0812 9.9482 17.0554
O 10.027 0.6835 14.4828
O 8.4351 6.1507 18.8572
O 5.0572 0.6379 14.4141
O 5.7505 2.064 17.5486
O 8.3439 1.9866 20.5195
O 1.9537 4.3315 18.4351
O 6.9645 2.7502 10.659
O 4.8367 2.6457 12.2196
O 5.9498 4.4261 16.3844
O 4.581 3.8927 9.9514
O 10.6888 2.8269 21.5293
O 9.6981 6.1997 14.9643
O 6.0074 6.5168 19.8664
O 4.0637 0.2207 18.3269
O 9.1556 10.5594 12.2604
O 2.854 4.3683 12.6212
O 1.8925 10.7355 21.2302
O 4.0005 2.779 19.3735
O 0.6165 10.0874 16.0719
O 1.2679 9.8347 18.8619
O 1.7209 1.6978 19.2918
O 8.8152 10.4407 16.5251
O 4.8398 8.6196 18.8648
O 9.5238 8.7101 10.5438
O 6.7281 4.1237 18.878
O 2.7613 1.7602 13.4299
O 5.8515 8.7948 21.3017
O 2.5315 2.4197 10.8498
O 7.6356 4.8789 21.1814
O 5.1607 7.3937 12.5558
O 0.2268 9.011 12.7436
O 7.4598 1.0289 13.5387
O 7.0197 9.6222 14.738
O 8.9391 5.0309 12.7221
O 8.0523 8.0569 16.9078
O 6.235 2.6 21.9148
O 2.3221 9.0423 14.3301
O 0.3869 4.4969 11.896
O 0.7813 8.3502 20.9534
O 9.3674 3.8253 10.3718
O 9.5841 2.3895 12.5679
O 7.6019 8.5992 19.3895
O 2.5512 9.0232 11.6698
O 3.9302 3.039 15.4196
O 0.949 4.7215 14.4278
O 10.0424 3.0709 18.932
O 8.9238 7.8038 12.9633
O 10.5063 0.5926 20.0585
O 6.0252 4.9667 11.9843
O 8.1427 2.88 16.9816
O 3.46 5.4974 16.7356
O 4.5337 8.8666 10.3122
O 1.6774 6.77 12.8786
O 4.669 5.4496 14.3534
O 2.0739 3.8789 20.9492
O 10.4662 1.4395 16.9609
O 0.8702 6.1398 16.6306
O 7.3735 10.9802 21.9309
O 5.9211 0.9387 19.9474
O 5.9403 9.9528 12.3764
O 2.7562 0.5776 15.6543
O 6.9863 7.976 10.7446
O 10.2216 8.0633 18.6886
O 3.3388 9.2393 16.7145

Results
free energy: -137176.405 eV
free energy less fixed offsets of O -568.88, P -755.39, Si -635.61 eV per atom: 2.975 eV

Forces (eV/angstrom), in the order of the atoms: element, x, y, z
Si -0.0141 -0.0072 -0.0062
Si 0.0074 0.0121 -0.0148
Si 0.0107 0.0051 0.0023
Si 0.0044 0.0021 -0.0156
Si 0.012 0.0172 -0.0118
Si -0.0074 -0.0035 -0.0032
Si -0.0046 -0.0086 -0.0231
Si 0.0124 0.0202 0.0026
Si 0.0027 0.0076 -0.0113
Si -0.0119 0.0031 0.0031
Si 0.007 -0.0052 -0.0049
Si -0.0036 0.0047 -0.0035
Si -0.0143 0.0026 0.0059
Si 0.0008 -0.0007 -0.0125
Si -0.0001 0.0159 -0.0019
Si -0.0024 -0.002 -0.0029
Si 0.0046 -0.0032 -0.0038
Si 0.0209 0.0127 -0.0064
Si -0.016 -0.0069 0.0062
Si -0.0184 -0.0108 0.0007
Si 0.0024 0.021 0.0031
Si 0.0004 -0.0006 0.0162
Si 0.0051 0.0052 0.0028
Si -0.0077 -0.0045 0.0063
Si 0.0143 0.0103 -0.0083
Si -0.0138 -0.0165 -0.0033
Si 0.0166 -0.0046 0.0149
Si -0.0078 -0.0028 0.0074
Si -0.0053 -0.0267 -0.0027
Si 0.0047 -0.0078 -0.0069
Si -0.024 -0.0241 0.0239
Si 0.0007 -0.001 0.0153
Si 0.0184 -0.0041 -0.0121
Si -0.008 -0.0083 0.0019
Si -0.0094 0.0088 0.0005
Si -0.0064 0.0096 -0.0004
Si -0.0128 0.0009 0.0002
Si 0.0138 -0.0005 -0.0038
Si -0.0133 0.0276 -0.0074
Si -0.0087 -0.0013 0.0057
Si 0.088 0.0568 -0.0653
Si 0.0437 -0.0041 -0.0209
Si 0.0825 -0.0615 0.068
Si -0.0756 -0.0954 -0.0779
Si 0.0416 -0.1418 0.0348
Si 0.0451 -0.0024 -0.1163
Si -0.0187 -0.0477 -0.0263
Si -0.1788 -0.1359 0.1382
Si 0.0041 0.0187 -0.0446
Si -0.0073 0.0233 -0.0937
Si 0.0988 0.0649 0.0433
Si 0.0241 0.0064 0.039
Si -0.0443 -0.0743 -0.0642
Si 0.0827 0.0736 -0.0463
Si 0.0936 0.074 0.0148
Si 0.1103 0.0964 0.0635
Si 0.0255 -0.0104 -0.0074
Si -0.0095 0.0127 0
Si 0.0093 -0.0132 -0.0112
Si 0.0267 -0.0092 0.0144
Si 0.0025 0.0055 0.0122
Si 0.0027 -0.0468 -0.0081
Si 0.0103 0.0063 0.0249
Si -0.0032 -0.0357 -0.0065
Si 0.0131 0.0009 0.0024
Si 0.0091 0.0059 0.0245
Si -0.0464 0.0113 0.0061
Si 0.0181 0.0136 -0.0124
Si 0.0061 0.0417 0.0103
Si -0.0285 0.0163 -0.004
Si -0.0033 -0.0243 0.0012
Si 0.0075 0.0734 -0.0049
Si -0.0062 0.0159 -0.039
Si -0.0316 -0.0399 -0.0324
Si 0.0883 0.0214 0.0188
Si -0.0102 -0.0081 -0.0707
Si -0.0317 -0.0017 0.0148
Si 0.0072 -0.0661 -0.0079
Si 0.0045 0.0186 -0.0023
Si 0.0121 -0.0308 -0.002
Si 0.0025 -0.0337 0.0551
Si -0.0384 -0.0239 -0.0013
Si 0.0402 0.0337 -0.0049
Si -0.0422 -0.0292 0.0015
Si -0.004 0.1018 0.0496
Si 0.0324 0.0516 -0.0036
Si 0.0267 0.0323 0.0252
Si -0.0022 -0.0342 0.0698
Si 0.0214 0.0423 -0.0537
Si 0.0032 -0.0299 0.1782
Si -0.0048 -0.012 0.0654
Si -0.0731 0.0537 0.5344
P 0.0556 -0.3112 -0.0276
Si -0.0392 -0.0136 -0.0121
Si -0.0521 -0.1066 -0.2424
Si 0.0208 0.0348 -0.0124
O 0.0052 0.0047 0.0145
O 0.007 0.0083 0.0155
O -0.0045 -0.0014 0.011
O -0.0046 -0.0017 0.0103
O 0.0068 0.027 -0.0365
O -0.0272 -0.0413 -0.0019
O 0.0493 0.0133 -0.011
O 0.0687 0.1529 -0.1405
O -0.0987 -0.019 -0.2768
O 0.0048 0.0136 0.0046
O 0.0654 -0.0925 0.1725
O 0.0005 0.023 -0.062
O 0.0122 -0.0274 0.0181
O -0.0227 0.008 0.0191
O -0.0154 -0.0006 -0.0155
O -0.0056 0.0038 0.0111
O -0.0023 -0.0051 0.0053
O -0.0012 -0.002 0.0118
O -0.0001 0.0013 0.0077
O -0.0039 -0.0027 0.0085
O -0.0011 0.0033 0.0159
O 0.0047 -0.0027 0.0036
O -0.0054 -0.001 0.0067
Si -0.0056 0.0026 -0.0222
Si -0.0067 -0.0253 0.0144
Si -0.011 0.0138 -0.008
Si -0.0015 -0.0023 -0.0172
Si -0.0003 0.0039 -0.0189
Si -0.0247 0.0158 0.0059
Si -0.0057 0.0018 -0.0133
Si -0.0031 0.0268 0.0046
Si -0.0275 -0.0067 0.0122
Si 0.0075 0.0139 -0.0435
Si -0.0006 0.0014 -0.0157
Si -0.0124 -0.0018 0.0006
Si -0.0295 0.0643 -0.0541
Si -0.0019 0.0039 -0.0167
Si -0.0036 -0.0037 -0.0207
Si 0.0185 -0.0005 -0.0191
Si 0.0004 -0.0409 -0.0021
Si -0.0058 0.0042 -0.0013
Si -0.0045 -0.0001 -0.0244
P -0.0099 0.2792 0.0765
Si -0.0043 -0.0078 -0.0188
Si -0.0034 0.0051 -0.0204
Si 0.0102 -0.019 -0.0033
Si -0.0061 0.0023 -0.0196
Si 0.0162 -0.0111 0.0571
Si 0.0035 -0.0253 -0.001
Si 0.003 0.0062 -0.0106
Si -0.0043 0.0045 -0.0228
Si 0.0024 0.0007 -0.0203
Si 0.0105 0.0168 0.0021
Si 0.0079 0.0146 0.0227
Si -0.0025 0.0039 -0.0092
Si -0.0026 -0.0228 -0.0263
Si -0.0253 -0.0113 -0.0182
Si -0.0107 0.0114 0.0272
Si -0.0056 0.0034 -0.022
Si -0.0004 0.0028 -0.0182
Si -0.0005 0.0145 -0.0267
O -0.002 0.0101 -0.002
O -0.0053 -0.0001 0.0074
O 0.0245 0.0189 -0.0132
O -0.0034 -0.002 0.0083
O -0.0045 -0.0052 0.0016
O -0.0011 0.0003 0.0109
O -0.0043 -0.0068 -0.0034
O 0.0037 0.0047 0.0114
O 0.0005 0.0032 0.0128
O -0.0016 0.0082 0.0104
O 0.0131 0.0134 -0.029
O -0.0052 -0.0038 0.0094
O -0.0019 0.0016 0.0123
O 0 0.0046 -0.0038
O 0.0006 0.0057 0.0157
O 0.0087 -0.0035 0.0025
O -0.0022 0.0007 0.0129
O -0.0042 -0.0022 0.0089
O 0.0054 -0.0267 -0.0034
O -0.0212 0.0285 0.0099
O -0.0028 0.0011 0.0096
O -0.003 0.0045 0.0134
O 0.0001 -0.0024 0.0001
O -0.003 0.0014 0.0061
O -0.0047 -0.0029 0.0131
O -0.0026 -0.0035 0.0069
O -0.0041 0.0021 0.0118
O -0.0035 -0.0085 0.0099
O -0.0046 0.0026 0.0119
O -0.0094 -0.0064 0.0075
O -0.0018 0.003 0.011
O -0.0044 -0.0042 -0.009
O -0.0013 0.0003 0.0128
O -0.015 0.0063 -0.0086
O 0.0461 -0.0205 0.0125
O -0.0045 -0.0123 0.0004
O -0.0102 0.0032 -0.0043
O -0.0075 0.0191 0.0086
O -0.0029 0.0002 0.0092
O -0.0021 0.0021 0.0117
O -0.0057 -0.02 -0.0407
O 0.0324 0.0235 0.0245
O -0.003 0.0019 0.0094
O -0.0171 -0.0088 -0.0037
O -0.0047 -0.0182 0.0089
O -0.0025 0.0032 0.0123
O 0.0051 -0.1475 -0.1408
O -0.0011 -0.0002 -0.0001
O -0.0172 0.0568 0.013
O 0.0014 0.0024 0.0083
O 0.0058 0.0161 -0.0087
O -0.0022 0.0068 0.015
O 0.0005 0.0278 0.0121
O 0.0033 0.0063 0.0084
O -0.0052 0.0005 0.0133
O -0.1183 -0.0309 -0.018
O -0.0183 0.019 0.0222
O -0.0002 0.0175 -0.0115
O -0.0016 0.0022 0.0091
O -0.0096 0.0122 0.017
O -0.013 -0.025 -0.0102
O -0.0032 0.0014 0.0114
O -0.0035 0.0059 0.015
O -0.0109 -0.0053 -0.0189
O -0.0051 0.0041 0.0028
O -0.0038 0.0051 -0.0143
O -0.003 0.0047 0.0148
O -0.0102 -0.002 0.0018

The program warned: the cutoff lies below the one the program advises for these potential files; the exchange-correlation potential is rough where the density is thin.
